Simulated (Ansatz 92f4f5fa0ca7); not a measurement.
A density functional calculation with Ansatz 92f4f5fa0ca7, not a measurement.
Periodic cell of 224 atoms, Si133O88H3, from a study of silicon, its oxide and their interface. The atomic structure is a simulated model.
Doubt: the cutoff is far below the 930 eV that the study's wrapper takes by default for these files, so forces and energies are approximate.

Settings
functional: PBE
potential files: Ansatz PAW
basis: plane waves
wave-function cutoff: 580 eV
density cutoff ratio: 5
exchange-correlation grid ratio: 1
k mesh: 1 x 1 x 1, Gamma-centred
self-consistency stop: 5e-08 eV per atom in the density residual
occupations: fixed
spin: none
net charge: +1 e, with a uniform compensating background and no finite-size correction

Cell vectors (angstrom)
a 10.938 0 0
b 0 10.938 0
c 0 0 31.948

Atoms and the computed forces on them: element, x, y, z (angstrom), force x, y, z (eV/angstrom)
Si 0.2965 10.5484 24.4065 -0.0204 0.053 -0.2928
Si 5.2277 0.1536 24.5351 0.0303 -0.0568 -0.2828
Si 2.9787 2.3498 24.5315 -0.0425 0.0288 -0.2594
Si 7.9341 2.9292 24.5021 0.0048 0.0289 -0.149
Si 10.6289 5.429 24.4517 0.0378 -0.0466 -0.2734
Si 5.7674 5.2094 24.4444 -0.034 0.0509 -0.2572
Si 2.5883 8.3623 24.5411 0.054 -0.0036 -0.2705
Si 8.5273 7.7852 24.4267 0.0391 -0.0125 -0.1326
Si 1.3645 1.2329 25.8079 -0.0056 -0.0346 0.0883
Si 6.8235 1.3207 25.8071 0.0032 -0.0001 0.0471
Si 4.1407 4.031 25.7317 0.0162 -0.0043 0.0201
Si 9.482 4.0238 25.9069 -0.0301 -0.0034 0.0982
Si 1.3661 6.6802 25.6746 -0.0117 -0.0062 0.0398
Si 6.9011 6.7579 25.809 0.0019 -0.018 0.0932
Si 4.0915 9.5381 25.8996 0.0003 0.0091 0.0923
Si 9.6118 9.4456 25.7214 -0.0049 -0.0058 0.0241
Si 2.7258 -0.0474 27.2596 -0.0087 0.0166 0.0429
Si 8.2457 -0.0741 27.0924 0.0077 -0.0066 -0.0905
Si 0.0109 2.6573 27.1466 -0.0038 -0.0241 -0.0754
Si 5.4765 2.6993 27.1893 -0.004 0.0156 0.0194
Si 2.7608 5.3993 27.0919 -0.0028 -0.0182 -0.0791
Si 8.1937 5.4323 27.2715 0.0316 0.0191 0.0437
Si 0.0481 8.1049 27.1198 -0.0161 -0.0056 -0.027
Si 5.5171 8.1495 27.1528 0.014 0.0257 -0.0693
Si 4.0976 1.365 28.5727 -0.0342 -0.1053 -0.0636
Si 9.5779 1.2994 28.5053 -0.0463 0.0893 0.0625
Si 1.3817 4.0627 28.4887 -0.0699 0.0292 0.0844
Si 6.8129 4.0621 28.592 0.004 -0.0029 -0.0842
Si 4.1091 6.7863 28.4881 -0.0372 0.0464 0.0896
Si 9.603 6.824 28.5544 -0.0886 -0.0652 -0.0238
Si 1.3551 9.4842 28.5535 0.0075 0.1039 -0.0431
Si 6.8714 9.5437 28.5051 -0.0989 0.0176 0.0754
Si 0.0051 -0.0351 29.8961 0.0901 0.0192 -0.0249
Si 5.4871 -0.0157 29.8876 0.0485 -0.0154 -0.0102
Si 2.7315 2.7363 29.9073 0.0091 0.0242 -0.0247
Si 8.2188 2.7011 29.8947 0.1485 -0.0441 0.0093
Si 0.0231 5.4462 29.8888 0.0689 -0.0593 -0.0093
Si 5.4586 5.4573 29.9093 0.0338 0.057 -0.0159
Si 2.7554 8.1679 29.8934 0.1042 -0.0304 0.0042
Si 8.223 8.1962 29.9006 0.0123 -0.0253 -0.0231
Si 1.3673 1.3673 31.2643 -0.0653 -0.1442 -0.0313
Si 6.8362 1.3673 31.2643 -0.0233 -0.1936 0.0384
Si 4.1018 4.1018 31.2643 -0.1483 -0.0366 0.1793
Si 9.5708 4.1018 31.2643 0.095 -0.0817 -0.1436
Si 1.3673 6.8362 31.2643 0.0322 -0.2216 0.012
Si 6.8362 6.8362 31.2643 0.0118 -0.0062 -0.0351
Si 4.1018 9.5708 31.2643 0.0711 -0.0765 -0.1243
Si 9.5708 9.5708 31.2643 -0.0486 -0.0123 0.1765
Si 2.7345 0 0.6835 0.1212 0.1208 0.0175
Si 8.2035 0 0.6835 -0.0237 0.0955 0.0022
Si 0 2.7345 0.6835 -0.0725 0.1909 -0.0685
Si 5.469 2.7345 0.6835 -0.0121 -0.0162 -0.0433
Si 2.7345 5.469 0.6835 0.0745 0.1818 0.0988
Si 8.2035 5.469 0.6835 -0.0168 -0.0151 0.1266
Si 0 8.2035 0.6835 0.0851 -0.0459 -0.1157
Si 5.469 8.2035 0.6835 -0.0113 0.1276 -0.0273
Si 4.1089 1.3806 2.066 -0.0411 -0.0088 -0.0343
Si 9.541 1.4076 2.0336 -0.1073 -0.0107 -0.0081
Si 1.36 4.1189 2.0447 -0.1019 0.0446 -0.003
Si 6.8136 4.106 2.0597 0.0118 0.0692 -0.0557
Si 4.1115 6.8546 2.062 -0.0996 -0.0095 0.0187
Si 9.5667 6.8555 2.0581 -0.1045 -0.0277 0.0091
Si 1.3853 9.5522 2.0303 -0.0002 -0.004 -0.0275
Si 6.8226 9.58 2.0552 -0.1029 0.0021 0.0484
Si -0.0116 0.0111 3.2858 0.0293 0.0035 0.2527
Si 5.4691 0.0131 3.4591 -0.1423 0.0058 -0.1057
Si 2.7433 2.7895 3.3996 0.0967 -0.1254 0.163
Si 8.1511 2.7498 3.4468 0.0687 0.0219 -0.1079
Si 0.0091 5.5045 3.4262 0.0345 0.1827 -0.0629
Si 5.4785 5.4999 3.4343 0.056 -0.1178 0.0461
Si 2.7768 8.248 3.4479 -0.046 -0.0589 -0.0907
Si 8.1832 8.2286 3.4182 0.2693 -0.0172 0.0296
Si 1.3724 1.3301 4.6564 -0.076 -0.024 -0.0849
Si 6.7892 1.3922 4.847 0.3433 0.0054 0.1075
Si 4.0571 4.2126 4.821 -0.1675 0.0941 -0.2481
Si 9.546 4.1382 4.7548 -0.1132 -0.3714 0.0609
Si 1.3682 6.9173 4.7865 0.0667 0.0071 0.0633
Si 6.8712 6.8221 4.8354 -0.2034 0.0001 -0.0363
Si 4.131 9.5981 4.8658 -0.0067 -0.0409 0.1067
Si 9.5325 9.6935 4.7059 -0.0297 0.0338 -0.061
Si 2.7151 0.0756 6.1606 -0.0003 0.0616 -0.1006
Si 8.1974 0.0512 6.2125 0.059 -0.0891 0.0017
Si -0.0324 2.6773 5.961 0.0587 -0.0552 -0.0478
Si 5.4115 2.7949 6.1684 0.0832 0.661 0.2443
Si 2.7054 5.6109 6.2441 -0.121 -0.0166 -0.0485
Si 8.3496 5.5266 6.2403 -0.2995 0.2329 0.3965
Si 0.0257 8.403 6.0311 -0.0407 -0.0011 -0.1004
Si 5.5257 8.197 6.2227 0.089 0.1217 -0.0444
Si 3.7157 1.786 7.4366 -0.2135 -0.0663 0.5429
Si 9.7938 1.252 7.4943 -0.0593 0.0819 0.3094
Si 1.412 3.915 7.2581 -0.1044 0.0157 0.202
Si 6.4483 4.586 7.3745 -0.8813 0.6495 0.3249
Si 4.271 6.7745 7.6366 -0.6886 0.7405 -0.2323
Si 9.5721 7.2123 7.4319 0.067 0.1612 0.4532
Si 1.0932 9.935 7.4857 0.0375 -0.0358 0.279
Si 7.1944 9.2829 7.5156 -0.0203 0.0754 0.0936
O 9.6187 6.6252 23.902 0 -0.0056 0.1104
O 4.113 1.2616 24.0046 0.0174 -0.0089 0.1305
O 8.3632 8.1896 8.0246 0.0181 -0.0613 -0.0939
O 2.5805 2.9134 7.8537 0.0992 -0.1202 -0.0824
O 6.8497 4.0665 23.9362 0.0109 -0.0207 0.1074
O 1.455 9.4384 24.0128 0.0169 -0.0245 0.1308
O 5.3201 5.6432 8.1976 1.989 -1.816 -0.7804
O -0.0388 0.1075 7.9647 0.0643 -0.0428 -0.0701
H 6.5922 9.8483 8.7575 0.014 -0.0064 -0.0167
O 10.6782 6.8269 8.6301 -0.1556 0.0943 -0.3166
O 1.6672 9.3029 8.8966 -0.0963 0.0636 -0.255
O 4.2399 1.293 8.9009 -0.0333 0.1557 -0.4366
O 0.3567 4.2641 8.4852 0.0682 -0.0701 -0.2906
O 9.2308 1.9974 8.8781 0.018 -0.0357 -0.3944
O 3.6567 7.5663 8.9454 0.2246 -0.2895 -0.3014
H 7.9446 8.3541 23.1794 -0.0102 -0.0002 0.0398
H 8.5937 2.3385 23.2996 -0.0026 -0.0101 0.0389
O 5.2537 5.9782 23.0754 0.0782 -0.1158 0.2456
O 2.2365 2.8544 23.1586 0.1034 -0.0652 0.2562
O 10.6782 0.1291 22.9356 0.0004 -0.0675 0.3184
O 0.0434 4.4008 23.1916 -0.0894 0.1253 0.262
O 3.4326 7.9172 23.2058 -0.1176 0.0644 0.2538
O 5.9154 10.3936 23.2064 -0.0362 0.0799 0.3253
Si 9.5658 9.3177 14.9948 -0.0014 0.029 0.1295
Si 2.4486 4.9674 11.6167 0.0147 -0.0155 0.2803
Si 0.8452 0.6993 14.7014 -0.006 -0.0298 0.2021
Si 10.0439 9.9362 18.875 -0.0113 -0.0514 -0.126
Si 6.8235 0.3955 11.661 0.0389 -0.0126 0.299
Si 9.5562 7.1857 12.7276 -0.0133 0.0547 0.216
Si 2.0421 9.2071 17.9699 -0.0222 -0.0286 -0.0186
Si 2.9147 8.7486 9.7883 -0.0511 0.1113 0.5108
Si 4.1769 2.5023 16.8565 -0.0242 -0.0139 0.0086
Si 4.504 7.1636 22.2448 -0.0085 0.0017 -0.3645
Si 10.8732 5.3501 16.7657 -0.0016 0.0136 0.0396
Si 2.6175 6.3786 17.8812 0.0004 0.0267 -0.0657
Si 0.9711 2.5608 17.264 0.0117 0.0308 0.012
Si 5.7399 6.6047 16.9751 0.0129 0.0045 0.0456
Si 8.5932 4.7287 11.4819 -0.0701 0.0391 0.2558
Si 11.0071 5.489 9.5169 0.0093 -0.0452 0.5078
Si 3.0976 0.1213 20.2158 -0.0046 0.0201 -0.2072
Si 1.6229 7.5723 12.4918 -0.0604 0.04 0.3065
Si 5.7207 9.8949 21.6639 -0.0156 0.0479 -0.3712
Si 1.3584 1.9018 11.7709 -0.0624 -0.0071 0.3224
Si 0.2563 0.5644 21.4423 0.0324 -0.0554 -0.3617
Si 2.6867 9.4443 14.8394 0.0349 0.0421 0.1497
Si 8.9413 3.3097 15.5619 0.0245 0.0279 0.0884
Si 1.0263 3.4724 22.2661 0.0206 -0.0247 -0.3706
Si 9.3529 1.8614 10.5156 -0.0306 0.0221 0.4154
Si 5.5775 8.7835 15.003 -0.0358 -0.0039 0.1557
Si 6.8023 8.3098 12.2913 0.0228 0.0036 0.2462
Si 3.0466 5.071 20.4956 0.0355 -0.0408 -0.2397
Si 9.4016 1.6384 18.2447 0.0144 0.0115 -0.0603
Si 7.9459 0.9091 14.4338 0.0427 0.0048 0.181
Si 5.958 4.2958 15.124 0.0124 -0.0438 0.1825
Si 7.0063 0.9192 19.7844 0.0199 0.0586 -0.1609
Si 5.5669 5.4881 12.1152 0.0628 -0.0343 0.3344
Si 4.6618 2.704 19.7662 0.0236 -0.0125 -0.1351
Si 4.0309 0.6251 10.3636 0.0122 -0.025 0.4688
Si 6.0419 0.2784 16.7849 -0.0281 -0.001 0.0036
Si 8.7264 7.6637 17.6086 -0.007 -0.044 0.0018
O 0.1182 1.7653 18.4403 -0.0051 -0.0112 0.0268
O 6.0088 9.6764 16.2912 0.0004 -0.0107 -0.0347
O 1.4854 5.5434 10.3796 -0.0982 0.0121 -0.2254
O 6.9478 4.9122 11.3746 -0.0043 -0.0093 -0.1156
O 3.3951 1.68 19.866 -0.0162 -0.0201 0.0594
O 7.1162 7.2286 17.6959 -0.0084 0.006 -0.0031
O 6.9573 1.0581 13.1538 -0.0484 -0.0181 -0.1908
O 5.7019 7.1297 11.9612 -0.0294 -0.0216 -0.1325
O 5.4236 1.046 11.1181 -0.1178 0.0241 -0.1746
O 10.2633 10.6729 20.3431 0.0412 0.0633 0.1649
O 8.9823 8.7254 16.3913 0.0116 0.0271 -0.0567
O 1.8711 3.4648 11.9343 0.0064 0.0214 -0.0939
O 0.5874 1.8601 15.8266 -0.0047 -0.0299 -0.0677
O 8.9046 2.7124 17.1097 -0.0037 -0.005 -0.0113
O 8.8428 3.1227 11.4391 0.0333 -0.0711 -0.1137
O 4.943 3.0671 18.1913 -0.0005 0.0015 0.0525
O 2.3589 11.0345 14.7601 -0.009 0.0046 -0.0561
O 7.0734 1.061 15.8036 0.0216 0.0038 -0.0552
O 9.5662 5.2603 10.2681 0.1356 0.0428 -0.2494
O 2.5883 2.6204 17.1881 0.0051 -0.0011 0.0016
O 1.4524 6.1073 16.6712 0.0119 0.0026 -0.0018
O 2.1571 7.7389 18.6456 0.0047 0.0027 0.021
O 5.9907 2.0319 20.4141 -0.0004 -0.0072 0.0615
O 9.1723 8.532 18.9508 0.0059 0.0248 0.0307
O 3.6235 6.4927 21.0443 0.0584 0.0757 0.1624
O 0.7984 1.3518 13.2089 0.0313 0.0688 -0.2324
O 2.1637 6.0513 12.8253 0.0072 -0.0392 -0.1102
O 8.4218 1.7526 19.5726 -0.0204 -0.0103 0.0565
O 1.8105 8.4874 13.8342 -0.039 -0.0748 -0.1513
O 2.6614 1.0985 11.1574 0.0956 -0.0286 -0.1609
O 9.24 10.984 17.8845 0.0001 0.0006 0.025
O 6.9717 10.5426 20.7892 -0.0457 -0.0751 0.1392
O 9.1766 2.0043 14.5508 -0.0058 -0.0241 -0.0618
O 10.9924 7.4604 12.0101 0.0365 -0.0102 -0.0955
O 6.7267 8.5995 13.8892 0.0338 -0.0211 -0.1566
O 6.4715 0.3675 18.3424 0.0122 0.0033 0.0612
O 0.3859 4.0394 17.6021 -0.0013 -0.0077 0.0008
O 9.1651 5.5741 12.7911 -0.0002 -0.0373 -0.1051
O 8.546 10.3516 14.2776 -0.0214 0.0083 -0.0585
O 8.2617 0.6783 10.8966 0.0539 0.038 -0.1458
O 2.4228 8.207 11.2348 0.0764 0.0642 -0.2706
O 4.226 9.3398 14.3163 -0.0125 0.0013 -0.0616
O 6.5455 9.7245 11.5503 -0.0181 0.0481 -0.1229
O 5.6051 8.2481 21.6592 -0.018 -0.042 0.1245
O 9.7323 7.9167 14.1706 0.0058 -0.0674 -0.1276
O 8.3244 7.8618 11.8963 -0.0201 -0.0104 -0.0974
O 2.5316 5.1713 18.9553 0.0094 -0.0288 0.1158
O 1.771 0.0413 21.143 -0.0612 0.0149 0.1213
O 1.7202 4.5305 21.2526 -0.0839 -0.0589 0.162
O 10.9658 1.687 10.8172 -0.0572 0.0004 -0.1412
O 10.0185 4.5836 15.5192 -0.0158 -0.0128 -0.0435
O 4.3009 4.0334 20.6112 -0.0271 0.0415 0.0812
O 5.5768 5.0166 13.6991 -0.0232 0.0563 -0.225
O 0.4998 9.6609 18.0915 -0.0059 0.0129 0.0203
O 4.262 6.5454 17.6923 -0.006 -0.0042 0.0071
O 3.9562 9.9529 10.124 -0.0123 -0.0274 -0.1532
O 2.5272 9.0166 16.4152 0.0039 0.0091 -0.05
O 2.9557 10.2686 18.7925 0.0211 0.035 0.0787
O 7.4777 3.7314 14.9586 -0.0186 0.0058 -0.0524
O 5.3375 7.3131 15.5804 -0.0025 0.0231 -0.0568
O 10.9006 10.2791 15.061 0.0013 0.0023 -0.0421
O 4.3179 10.4279 21.055 0.0716 -0.0468 0.1286
O 4.5552 0.9294 16.643 0.0049 -0.001 -0.0048
O 4.7081 3.2862 15.5103 0.0186 0.0234 -0.0487
O 9.7638 6.3752 17.4329 -0.0019 0.0061 -0.005
O 0.2491 2.232 21.4849 0.0138 0.055 0.1286
O 6.169 5.1297 16.5063 0.0019 -0.0172 -0.0489
O 4.1175 4.9884 11.443 -0.0228 -0.0027 -0.1403

Results
free energy: -134646.559 eV
free energy less fixed offsets of H -15.97, O -568.88, Si -635.61 eV per atom: -1.079 eV

The program warned: the cutoff lies below the one the program advises for these potential files; the forces do not sum to zero within the program's tolerance; the exchange-correlation potential is rough where the density is thin.
